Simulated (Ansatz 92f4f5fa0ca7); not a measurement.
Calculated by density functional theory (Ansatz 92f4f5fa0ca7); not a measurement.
Periodic cell of 216 atoms, Si120O64H32, with a vacuum gap, from a study of silicon, its oxide and their interface. The atomic structure is a simulated model.

Settings: functional r2SCAN; potential files Ansatz PAW; basis plane waves; wave-function cutoff 800 eV; density cutoff ratio 5; exchange-correlation grid ratio 1; k mesh 1 x 1 x 1, shifted by 0.5 0.5 0 of a step; self-consistency stop 1e-11 eV per atom in the density residual; occupations fixed; spin none; net charge 0; applied field sawtooth along c, amplitude -0.015 V/angstrom in the program's sign convention, ramp centred at 0.9874 of c and 0.0252 of c wide, no dipole correction.

Cell vectors (angstrom)
a	10.888	0	0
b	0	10.888	0
c	0	0	39.6586

Atoms and the computed forces on them: element, x, y, z (angstrom), force x, y, z (eV/angstrom)
Si	0.3084	-0.0437	25.9694	-0.0067	0.0046	-0.0048
Si	3.0184	2.6794	26.0628	-0.0024	-0.0025	-0.0067
Si	-0.2865	5.904	25.9043	-0.0043	-0.004	0.003
Si	2.5135	8.6251	25.9593	0.0058	-0.0028	-0.0065
Si	5.1364	0.3449	26.0782	-0.0008	0.0004	0
Si	7.8417	3.0764	26.0609	0.0043	-0.0072	-0.0053
Si	5.8559	5.4599	26.0864	-0.0048	0.0072	0.0012
Si	8.459	8.24	25.8931	0.0012	0.0006	0.0002
Si	1.416	1.5131	27.3197	0.0109	-0.0048	-0.0114
Si	4.1681	4.2892	27.2917	0.012	-0.0057	-0.0068
Si	1.3575	6.9682	27.2018	-0.0049	0.01	-0.006
Si	4.0368	9.6623	27.394	-0.0091	0.0067	-0.0077
Si	6.752	1.4783	27.3565	-0.0055	0.0097	-0.0159
Si	9.5333	4.2303	27.2244	-0.01	0.0053	-0.0127
Si	6.9494	7.0417	27.3462	0.0093	-0.0105	-0.0155
Si	9.6112	9.7065	27.2892	0.0107	-0.0045	-0.008
Si	-0.0222	2.8383	28.6015	-0.0045	-0.0003	0.0073
Si	2.7059	0.1327	28.7551	0.0049	0.0039	0.0077
Si	0.0182	8.2722	28.6615	-0.0085	0.0013	0.0075
Si	2.706	5.5795	28.5804	-0.0057	-0.0014	0.0127
Si	5.4169	2.8472	28.7206	-0.0014	-0.0043	0.0052
Si	8.1708	0.1067	28.6295	-0.007	0.002	0.0105
Si	5.4402	8.2615	28.6554	-0.003	0.0026	0.0153
Si	8.2367	5.5821	28.6921	-0.0031	0.0045	-0.0006
Si	1.3737	4.1685	29.9544	0.0129	-0.0058	0.0339
Si	4.0877	1.4644	30.0827	0.0108	0.001	-0.0024
Si	1.3601	9.5984	30.0516	0.0173	0.0018	0.0209
Si	4.0769	6.8734	29.9857	0.0164	0.0081	0.0243
Si	6.8378	4.1817	30.021	0.0125	-0.0017	0.0069
Si	9.5294	1.4485	29.9852	0.0092	0.0031	0.0201
Si	6.82	9.6052	29.9966	0.0207	0.0093	0.0166
Si	9.5904	6.8925	30.0553	-0.006	-0.0034	0.012
Si	-0.0385	0.0489	31.3674	-0.0089	0.0001	0.187
Si	2.6841	2.7946	31.3829	0.0086	-0.0129	0.1759
Si	0.0413	5.4845	31.3744	-0.0485	0.0433	0.1871
Si	2.7302	8.2019	31.3746	-0.0502	0.041	0.188
Si	5.4586	0.0481	31.3787	-0.0409	0.0243	0.1766
Si	8.1728	2.7718	31.3702	-0.0436	0.0325	0.177
Si	5.4176	5.4911	31.3569	0.0185	-0.0288	0.1818
Si	8.1567	8.2154	31.3698	0.0064	-0.0177	0.1734
Si	1.3359	1.3827	32.7166	-0.0492	0.1455	0.3151
Si	4.0816	4.1087	32.7375	-0.1087	0.0746	0.2368
Si	1.4053	6.8036	32.7466	-0.1071	0.1321	0.2729
Si	4.1011	9.5395	32.7217	-0.0426	0.1293	0.3088
Si	6.8302	1.3717	32.737	-0.0708	0.1863	0.2624
Si	9.5578	4.1032	32.7161	-0.1015	0.0675	0.2887
Si	6.7917	6.8243	32.7103	-0.0267	0.1228	0.2824
Si	9.5161	9.5516	32.7431	-0.0974	0.072	0.2459
Si	-0.0145	2.7103	6.9413	0.1139	-0.0821	-0.2905
Si	2.6825	-0.0293	6.8914	0.0577	-0.1155	-0.3676
Si	-0.0165	8.126	6.9071	0.0748	-0.1483	-0.3518
Si	2.7348	5.4263	6.9837	0.0536	-0.149	-0.1898
Si	5.4255	2.6917	6.9151	0.0913	-0.1405	-0.3287
Si	8.1598	-0.0064	6.9748	0.0756	-0.0977	-0.1836
Si	5.4422	8.16	6.9365	0.0768	-0.0891	-0.2743
Si	8.1369	5.415	6.8901	0.0665	-0.1146	-0.3547
Si	1.3717	4.0084	8.316	0.014	0.005	-0.1624
Si	4.0574	1.2904	8.2397	0.0239	-0.0133	-0.2029
Si	1.3376	9.4718	8.2595	0.0193	-0.0028	-0.1932
Si	4.1216	6.7781	8.3198	0.014	-0.0151	-0.1695
Si	6.8233	4.0066	8.264	0.0197	-0.011	-0.1963
Si	9.522	1.3584	8.3273	0.0133	-0.0188	-0.1775
Si	6.8139	9.4696	8.32	0.021	-0.0066	-0.1714
Si	9.5036	6.7378	8.2468	0.0281	-0.0205	-0.199
Si	-0.0299	-0.076	9.6231	-0.0065	-0.0055	-0.0176
Si	2.7219	2.5833	9.6573	-0.0211	0.0004	-0.0143
Si	-0.092	5.3148	9.6046	-0.0023	0.0015	-0.0092
Si	2.6924	8.1106	9.6334	-0.0164	-0.008	-0.0238
Si	5.3951	-0.0656	9.6127	-0.0103	-0.0004	-0.0172
Si	8.131	2.6636	9.7229	-0.0047	0.0026	-0.0326
Si	5.5045	5.3576	9.6223	-0.0201	-0.0007	-0.0167
Si	8.1814	8.0597	9.6618	-0.0186	-0.0051	-0.0188
Si	1.3702	1.1599	11.0209	0.0098	-0.0041	-0.006
Si	4.1398	3.9593	10.9216	0.0038	0.0015	-0.0079
Si	1.2612	6.6941	10.8666	-0.0021	-0.0058	-0.0071
Si	4.0865	9.4432	10.9946	0.002	0.005	-0.0095
Si	6.7194	1.2565	11.0151	-0.0049	-0.0051	-0.0054
Si	9.5249	3.9759	11.1227	0.0043	0.0109	-0.0033
Si	6.9284	6.5931	11.0337	-0.0014	-0.0012	-0.0071
Si	9.48	9.4828	11.0011	0.0163	-0.0059	-0.0058
Si	-0.0732	2.4143	12.3751	-0.0032	-0.0029	0.008
Si	2.7516	-0.1464	12.4668	-0.002	0.0009	0.0067
Si	-0.0014	8.0969	12.2628	0.0009	0.0005	0.0136
Si	2.5791	5.2119	12.091	-0.0032	-0.0033	0.0082
Si	5.455	2.6696	12.4175	-0.0017	0.0015	0.0235
Si	7.9475	-0.2081	12.3902	-0.0041	-0.0006	0.0115
Si	5.4273	7.9178	12.1917	-0.0062	-0.006	0.0063
Si	8.2646	5.3359	12.6459	-0.0012	-0.0038	0.0088
Si	1.5306	3.6464	13.4914	0.0029	0.0013	-0.0217
Si	3.8547	1.5332	13.7005	0.0009	0.0017	-0.0223
Si	1.6798	8.982	13.6396	0.0011	-0.0016	-0.0211
Si	3.8319	6.6708	13.3226	-0.0011	-0.0015	-0.0117
Si	7.0718	3.6568	13.8657	0.0025	-0.0003	-0.0285
Si	9.1619	1.2738	13.6872	0.0005	0.0034	-0.0213
Si	6.8269	8.9722	13.7055	0.0059	-0.0033	-0.0182
Si	9.4192	7.1218	13.8047	0.0004	0.0021	-0.0239
Si	21.9345	-4.5263	18.1617	0.0034	0.0033	-0.0256
Si	35.5611	25.9765	23.4104	0.0025	-0.0001	-0.0233
Si	-20.535	45.3351	20.4807	0.0001	-0.0015	-0.0283
Si	-28.5826	-26.6461	16.1636	-0.0009	0.0008	-0.0241
Si	11.0129	15.4237	23.1706	-0.0049	-0.0053	-0.0235
Si	44.9257	23.2505	17.4571	-0.0013	0.0008	-0.0249
Si	-24.2707	-26.8819	18.6613	-0.0021	0.0012	-0.017
Si	5.4462	8.279	21.7318	0.0026	0.0007	-0.0245
Si	-0.3678	48.1574	20.3532	-0.0005	0.0037	-0.0315
Si	9.6593	12.7322	23.9444	-0.0003	0.0029	-0.0222
Si	18.8541	-12.4203	22.875	-0.0008	0.002	-0.0206
Si	18.6947	43.5525	19.0103	-0.0019	0	-0.023
Si	-6.9249	0.592	16.6103	0.0009	-0.0019	-0.0296
Si	-16.2364	-21.7918	23.0211	-0.0008	0.0022	-0.0426
Si	-15.1407	-13.7083	19.1346	0.005	-0.0021	-0.0273
Si	-1.1834	22.0688	21.4174	0.0024	0.0012	-0.0259
Si	43.6774	-2.5798	16.1214	0.0001	0.0006	-0.0308
Si	-6.7589	24.1774	21.5591	-0.0012	-0.0016	-0.0284
Si	9.6258	21.8402	16.6165	0.0043	-0.0013	-0.029
Si	-16.2482	-8.8097	18.7882	0.0013	0.0002	-0.0326
Si	1.3573	15.3142	16.3465	0.0027	0.0006	-0.0276
Si	17.3637	4.3571	16.9268	-0.0046	0.0017	-0.0276
Si	5.2595	-2.1518	16.4946	-0.0028	0.0016	-0.0295
Si	-6.7422	-25.8001	23.9993	0.0011	-0.0031	-0.017
O	7.1254	10.7423	22.7401	-0.0008	-0.0011	0.016
O	4.0966	12.4166	25.7004	-0.0006	0.0024	-0.0013
O	-13.6202	-1.9615	24.431	0.0011	-0.006	0.0265
O	9.1001	26.3918	19.5474	0.005	-0.0049	0.0145
O	-14.1735	-1.5527	19.4104	0.0018	-0.0001	-0.0003
O	0.8997	18.4688	17.3756	0.0003	-0.0046	0.0159
O	-31.018	46.5187	16.9311	-0.0008	-0.0063	0.0056
O	11.2801	0.559	21.135	-0.0036	-0.0019	0.0109
O	15.4841	-0.8086	17.0583	0.0008	0.0011	0.0065
O	-16.4265	-24.5071	20.1226	-0.0029	0.0011	0.0165
O	11.2228	3.1375	20.3308	-0.001	-0.0013	0.0049
O	21.145	-25.5093	15.2303	0.0024	-0.0009	0.0146
O	9.986	9.3871	16.7348	-0.0031	0.0027	0.0101
O	14.0586	-5.2824	24.1166	-0.0002	0.0028	0.0035
O	-9.9981	15.2607	14.8031	-0.0017	0.0021	0.0182
O	-14.749	19.108	22.1726	0.0036	0.001	0.0174
O	2.3516	0.4974	16.6204	-0.0041	0.0017	0.0068
O	-12.524	12.3312	22.4522	0.0001	0.0046	0.0211
O	4.3924	12.5648	17.7172	0.0049	0.0037	0.0146
O	-3.6134	-4.2701	19.4645	-0.002	0.0027	0.0191
O	8.9439	0.5335	20.0167	0.0063	0.0029	0.017
O	58.5503	25.5367	22.4476	-0.0031	0.0044	0.0142
O	23.361	4.3744	22.5063	0.0017	0.0021	0.0091
O	-17.3224	38.4936	14.5919	0.0034	-0.002	0.0197
O	-0.759	4.9821	21.8934	0.0011	-0.0014	0.0233
O	15.7317	-8.2314	20.1347	-0.0058	0.0019	0.0178
O	-7.5352	8.1124	24.6487	-0.0067	0.0051	0.0133
O	9.4388	-25.6752	25.5714	0.0023	0.0013	0.0036
O	16.3252	21.4903	24.6107	-0.0002	0.0003	0.0127
O	16.8839	9.1385	15.1067	-0.004	0.0024	0.0166
O	28.2084	24.9533	18.0301	-0.0018	-0.0061	0.0088
O	9.522	6.874	18.285	-0.0026	-0.0023	0.0053
O	2.7107	2.6551	14.0657	-0.0001	-0.0047	0.0086
O	-5.7256	5.2804	17.0982	0.0036	-0.0018	0.0143
O	13.4039	-7.7214	24.5919	0.0004	-0.0041	0.0178
O	1.7358	-20.4172	19.014	-0.0016	0.0007	0.0176
O	-11.041	1.0319	17.2625	0.0032	0.0013	0.012
O	2.8106	18.7136	13.8685	-0.0018	-0.0006	0.0091
O	17.1975	19.0383	17.5602	0.0075	-0.0029	0.0174
O	-1.3663	0.4761	15.0599	0.0035	-0.0055	0.0174
O	19.2123	23.9908	24.7635	-0.0029	0.0039	0.0095
O	-19.1251	-5.5115	16.4979	-0.0015	-0.0009	0.0039
O	4.5869	-3.7554	22.4727	-0.0028	-0.0003	0.0121
O	10.565	3.1603	23.8629	-0.001	-0.0013	0.0128
O	4.9467	12.2484	22.4768	0.0017	-0.0042	0.0168
O	-21.6136	-27.5985	17.1961	-0.0031	0.0025	0.009
O	7.8045	16.0786	17.2831	0.0044	0.0031	0.0107
O	-9.4897	31.5005	25.4361	0.0008	0.0006	0.0272
O	15.6918	20.5724	22.2102	0.0013	0.004	0.0063
O	20.2442	-12.0573	22.0896	-0.0038	-0.0033	0.0175
O	-9.7856	-1.712	15.158	-0.0036	-0.0005	0.0186
O	32.2546	11.5332	24.6672	0.0058	-0.0071	0.0138
O	0.2205	5.5733	24.3912	0.0004	0.0052	0.0203
O	24.363	1.9472	21.3638	0.0048	0.0017	0.0095
O	8.2574	11.1306	17.4669	-0.0061	-0.0001	0.0157
O	17.7045	4.2474	25.5232	-0.0018	0.0039	0.0159
O	-2.6761	-8.3697	14.1259	-0.0014	-0.0034	0.0064
O	-10.3128	5.7664	19.6359	-0.0027	-0.0048	0.0219
O	-15.3524	11.6947	19.217	0.0011	-0.0006	-0.0001
O	-5.4285	17.3228	24.8318	0.002	-0.0053	0.0121
O	-17.3073	-9.8838	15.1245	-0.0011	-0.0046	0.0188
O	-2.7563	18.9714	14.1159	-0.0026	0.0002	0.007
O	-4.3682	-6.9758	15.3784	-0.0026	0.0027	0.0176
O	-28.5654	29.3913	16.3995	0.0022	0.0013	0.0067
H	0.5072	2.1974	33.6491	0.3613	-0.3623	-0.2065
H	2.138	0.5416	33.6491	-0.187	0.287	-0.3055
H	3.2508	4.9215	33.6699	0.4403	-0.3083	-0.2177
H	4.8813	3.2655	33.6699	-0.2144	0.2663	-0.3217
H	0.5543	7.5951	33.679	0.2782	-0.1913	-0.2558
H	2.2124	5.9674	33.679	-0.2992	0.4089	-0.2716
H	3.25	10.331	33.6541	0.3132	-0.2034	-0.2471
H	4.9112	8.7062	33.6541	-0.2929	0.3598	-0.267
H	7.6371	0.5353	33.6695	-0.2773	0.3834	-0.2897
H	5.9832	2.1676	33.6695	0.3206	-0.2166	-0.243
H	10.3559	3.2583	33.6486	-0.2916	0.3835	-0.2652
H	8.7039	4.8915	33.6486	0.3375	-0.1831	-0.2474
H	7.5941	5.9836	33.6428	-0.2305	0.2646	-0.2989
H	5.9657	7.6419	33.6428	0.3763	-0.3112	-0.2272
H	8.6862	10.3653	33.6755	0.3744	-0.3444	-0.2199
H	10.3169	8.7094	33.6755	-0.1625	0.2709	-0.3182
H	0.8143	1.8955	6.0088	-0.3868	0.2325	0.2597
H	-0.8126	3.5552	6.0088	0.2727	-0.2878	0.3254
H	3.5336	-0.8207	5.959	-0.3795	0.2023	0.2254
H	1.8804	0.8118	5.959	0.2496	-0.3403	0.2783
H	0.8345	7.3345	5.9746	-0.3534	0.2486	0.2082
H	-0.8173	8.9683	5.9746	0.2121	-0.3253	0.2734
H	1.9277	6.2624	6.0513	0.2427	-0.2933	0.3301
H	3.5656	4.6135	6.0513	-0.35	0.291	0.2604
H	4.6258	3.535	5.9826	0.2858	-0.3117	0.2746
H	6.2724	1.8958	5.9826	-0.3853	0.2392	0.2053
H	8.9896	-0.8201	6.0424	-0.2662	0.299	0.276
H	7.3529	0.83	6.0424	0.2294	-0.351	0.3089
H	6.2682	7.3425	6.0041	-0.324	0.2939	0.2659
H	4.632	8.9933	6.0041	0.2485	-0.2859	0.3279
H	8.9909	4.6266	5.9576	-0.3334	0.2801	0.2188
H	7.3345	6.2557	5.9576	0.1887	-0.3908	0.2808

Results
free energy: -113759.884 eV
free energy less fixed offsets of H -15.71, O -570.45, Si -639.56 eV per atom: -1.164 eV

The program warned: the cutoff lies below the one the program advises for these potential files; the forces do not sum to zero within the program's tolerance; empty levels may hold ghost states of the PAW files; the exchange-correlation potential is rough where the density is thin.
